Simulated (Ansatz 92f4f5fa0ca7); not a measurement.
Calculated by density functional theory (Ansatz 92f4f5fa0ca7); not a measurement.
Periodic cell of 225 atoms, Si132O91B2, from a study of silicon, its oxide and their interface. The atomic structure is a simulated model.
Doubt: the cutoff is far below the 930 eV that the study's wrapper takes by default for these files, so forces and energies are approximate.
This geometry differs little from another in the collection (a relaxation step or a small displacement).

Settings
functional: PBE
potential files: Ansatz PAW
basis: plane waves
wave-function cutoff: 580 eV
density cutoff ratio: 5
exchange-correlation grid ratio: 1
k mesh: 1 x 1 x 1, Gamma-centred
self-consistency stop: 5e-08 eV per atom in the density residual
occupations: fixed
spin: none
net charge: 0

Cell vectors (angstrom)
a	10.938	0	0
b	0	10.938	0
c	0	0	31.9494

Atoms and the computed forces on them: element, x, y, z (angstrom), force x, y, z (eV/angstrom)
Si	10.6158	0.0327	24.4299	-0.0014	-0.0004	0.0009
Si	5.0738	0.1657	24.6624	0.0009	-0.0001	-0.0038
Si	2.8036	2.3158	24.5264	-0.0018	0.0005	-0.002
Si	8.5647	2.4696	24.5613	-0.0002	0.0051	-0.0012
Si	10.7058	5.6184	24.3381	0.0033	0.0027	-0.0028
Si	5.1485	5.6424	24.4453	0.0038	0.0014	0.0018
Si	2.9775	7.9814	24.3931	-0.0018	0.0027	-0.0018
Si	8.4171	7.8615	24.4155	-0.0016	0.006	-0.0022
Si	1.2897	1.151	25.8479	-0.0024	0.0028	-0.0073
Si	6.8131	1.3586	25.7442	-0.0032	0.0013	0.0012
Si	3.9776	4.0331	25.7241	-0.0007	-0.0008	0.0012
Si	9.6869	4.0495	25.8506	-0.0029	-0.0005	-0.0029
Si	1.3375	6.8192	25.6712	-0.0029	0.0006	0.0022
Si	6.8022	6.744	25.7448	-0.0011	-0.0023	-0.0036
Si	4.0016	9.492	25.9408	0.0032	0.0014	-0.0081
Si	9.4779	9.4652	25.8093	-0.0002	-0.0027	0.0007
Si	2.6385	-0.1192	27.2862	0.0043	0.0045	-0.0071
Si	8.1314	-0.0481	27.1504	0.0087	0.008	-0.0002
Si	0.0722	2.6746	27.2099	-0.0081	-0.0022	-0.0041
Si	5.4442	2.7423	27.1132	-0.0068	-0.0014	0.0051
Si	2.6639	5.4326	27.1089	0.0025	0.0087	0.0057
Si	8.1866	5.3866	27.1344	0.0024	0.0049	0.0021
Si	0.006	8.1681	27.1346	-0.001	0.002	0.0042
Si	5.5072	8.1601	27.1712	-0.0061	-0.0026	-0.0008
Si	4.0877	1.3364	28.5002	0.0084	0.0086	-0.0084
Si	9.5435	1.3358	28.506	-0.0059	-0.0108	-0.0057
Si	1.3879	4.0759	28.5637	0.0184	-0.0031	0.0147
Si	6.8116	4.0693	28.5273	-0.0025	-0.0058	0.0026
Si	4.0897	6.7884	28.4853	-0.0038	-0.0173	-0.0104
Si	9.5564	6.7909	28.4888	0.0076	-0.0044	-0.0166
Si	1.303	9.4881	28.621	-0.0233	-0.0183	0.037
Si	6.8224	9.5412	28.5621	0.0044	-0.0018	0.0142
Si	-0.0276	-0.002	29.9145	0.0055	-0.0181	-0.0074
Si	5.4628	-0.0028	29.8974	-0.0034	-0.0026	-0.0022
Si	2.7635	2.7149	29.9036	-0.002	0.0197	-0.0021
Si	8.1999	2.7202	29.8884	-0.0128	0.0061	-0.0026
Si	-0.0016	5.4574	29.8922	-0.0124	-0.0018	-0.0018
Si	5.4647	5.4578	29.8886	-0.0005	-0.0044	0.0014
Si	2.7566	8.1591	29.9059	-0.0184	0.0187	-0.0077
Si	8.2239	8.1818	29.8902	-0.0075	0.0078	0.0019
Si	1.3673	1.3673	31.2657	0.0773	0.067	-0.0734
Si	6.8362	1.3673	31.2657	0.0317	0.0064	-0.0306
Si	4.1018	4.1018	31.2657	0.0673	-0.0494	0.0464
Si	9.5708	4.1018	31.2657	-0.0903	-0.0894	-0.0889
Si	1.3673	6.8362	31.2657	0.033	-0.1336	0.0223
Si	6.8362	6.8362	31.2657	0.0277	0.0045	-0.1256
Si	4.1018	9.5708	31.2657	-0.0325	-0.0369	-0.0387
Si	9.5708	9.5708	31.2657	-0.1826	-0.1182	0.1158
Si	2.7345	0	0.6835	0.0287	0.0018	0.0098
Si	8.2035	0	0.6835	0.0011	0.0104	-0.0808
Si	0	2.7345	0.6835	0.0901	0.0594	0.0418
Si	5.469	2.7345	0.6835	0.0237	0.0072	0.0667
Si	2.7345	5.469	0.6835	-0.018	-0.0754	-0.0505
Si	8.2035	5.469	0.6835	0.0772	0.0736	-0.0128
Si	0	8.2035	0.6835	0.0914	0.0535	0.0804
Si	5.469	8.2035	0.6835	0.0983	0.0594	0.0718
Si	4.1208	1.3525	2.0622	0.0016	-0.0054	-0.0171
Si	9.6133	1.3331	2.0447	-0.0144	0.0052	0.0048
Si	1.3724	4.1161	2.056	0.0131	-0.0096	0.0001
Si	6.8458	4.1113	2.0366	0.0216	-0.009	0.0106
Si	4.1032	6.8332	2.0443	-0.0096	0	0.0212
Si	9.6058	6.8165	2.0632	0.0025	0.001	-0.011
Si	1.3698	9.5901	2.0539	0.015	0.0008	0.0123
Si	6.8507	9.5862	2.0472	0.0258	-0.0003	0.0062
Si	0.052	0.0178	3.481	-0.0066	0.0087	0.0127
Si	5.5029	0.0003	3.4503	0.0034	-0.0159	0.0238
Si	2.7363	2.7325	3.3944	-0.0278	0.0256	-0.006
Si	8.2775	2.7607	3.3408	0.0205	0.0019	-0.031
Si	0.0703	5.5046	3.4809	0.0164	0.0014	0.0308
Si	5.5029	5.4965	3.4092	-0.0233	0.0197	-0.0099
Si	2.746	8.2288	3.3942	0.0028	-0.0186	0.0201
Si	8.2975	8.2719	3.3786	-0.0227	0.0309	-0.0093
Si	1.4148	1.4165	4.8576	-0.0062	-0.0177	0.0077
Si	6.9531	1.4204	4.7071	-0.0131	-0.0056	0.009
Si	4.0825	4.1181	4.7281	-0.0124	0.0004	0.0177
Si	9.6519	4.0492	4.7661	0.0009	-0.0003	0.0058
Si	1.4191	6.9533	4.8727	-0.0074	0.0312	-0.0189
Si	6.8989	6.9539	4.6869	-0.0009	0.0186	0.0369
Si	4.1225	9.5238	4.7981	-0.0293	0.0033	0.0022
Si	9.669	9.556	4.867	0.0189	-0.0133	0.0001
Si	2.7801	-0.0203	6.1651	0.0269	0.0028	0.0031
Si	8.3219	0.0824	6.1097	0.0142	0.0103	-0.0162
Si	0.0769	2.7906	6.3037	-0.0085	0.0072	-0.0125
Si	5.5361	2.7698	6.0136	0.0332	0.0446	0.0413
Si	2.8894	5.631	6.151	0.0478	0.0469	-0.0368
Si	8.3212	5.5735	5.9341	-0.0353	-0.0111	0.0255
Si	0.101	8.294	6.4276	0.0084	0.0014	0.0027
Si	5.5025	8.1864	6.1993	-0.0254	-0.0566	-0.042
Si	4.4567	1.1365	7.3085	-0.0545	-0.0054	-0.0274
Si	9.8536	1.1427	7.6458	0.0242	-0.0293	0.0061
Si	1.2542	4.5255	7.4847	-0.0016	0.0301	0.0049
Si	6.6892	4.4691	7.1525	0.0027	-0.0663	-0.2375
B	4.6763	6.4281	6.906	-0.3145	0.3032	-0.1099
Si	9.7532	6.5981	7.5203	-0.0152	0.0253	-0.0238
Si	1.349	9.9236	7.8198	-0.0173	-0.0088	-0.004
Si	6.7259	9.89	7.39	-0.0434	-0.0098	0.0142
O	9.579	1.2706	23.9804	0.0024	0.0036	0.0005
O	4.0951	6.8294	23.9338	-0.0009	0.0032	-0.0001
O	4.0005	1.2698	24.0233	0.0009	0.0013	0.0017
O	9.5358	6.7312	23.8935	-0.0003	0.0014	0.0033
O	0.0234	5.5389	8.0053	0.012	-0.0251	0.0013
O	5.5881	0.0648	7.8897	0.0299	-0.0168	-0.0074
O	0.118	0.0907	8.2067	0.0079	-0.0016	-0.0042
O	5.4984	5.5909	7.5701	0.2218	-0.2237	0.1786
O	7.5005	3.9594	8.4636	0.063	-0.0329	0.1991
O	8.7135	7.0007	8.7732	0.0007	0.0013	0.0042
O	2.2777	9.4286	9.1442	0.0257	-0.0089	0.0395
O	8.9097	1.711	8.9184	-0.0166	0.0259	-0.0121
O	7.6442	9.4402	8.688	-0.0037	0.0022	-0.0091
O	3.6491	1.7971	8.5785	0.0114	0.0054	-0.0049
O	2.0988	4.0038	8.8087	-0.0104	-0.0063	-0.0034
O	8.1387	3.5219	23.3529	-0.0025	0.0002	0.0007
O	0.4514	4.9665	22.9554	-0.0006	-0.0012	-0.001
O	1.8525	2.744	23.2487	-0.0019	0.0021	0.0014
O	5.8241	4.938	23.1125	-0.0003	0.0007	0
O	5.5447	10.0489	23.4965	0.0023	-0.0021	-0.0045
O	2.4223	8.711	23.0062	0.0001	0.0006	0.0023
O	0.171	10.0957	23.0974	-0.0028	0.0043	0.0028
O	7.7966	8.6182	23.0735	-0.001	-0.0002	0.0015
Si	8.6035	7.7476	18.4105	-0.0017	0.0009	0.0011
Si	8.6462	6.3507	13.6772	-0.0068	0.0033	-0.0044
Si	3.6789	1.5571	14.7375	-0.0044	-0.0004	0.0019
Si	2.0482	5.7954	17.6609	-0.0019	0.001	0.0012
Si	2.4054	3.187	19.5008	-0.0019	-0.0001	0.0005
Si	9.6363	9.0165	12.1568	0.0019	0.0035	-0.0095
Si	1.3	9.4532	22.0791	0.0003	0.0008	-0.0067
Si	9.0259	0.9755	13.1761	-0.0035	-0.0064	0.0028
Si	1.4402	5.1902	12.9089	-0.0066	0.005	0.0019
Si	1.6989	8.4549	12.8537	-0.0138	0.0189	-0.0263
Si	6.6664	9.6017	22.4232	-0.0014	0.0015	-0.0007
Si	4.4098	4.6172	15.7205	-0.0039	-0.0004	0.0012
Si	8.1797	3.023	9.5898	-0.0084	0.0076	-0.0125
Si	0.7799	8.3001	19.266	-0.0026	0.0028	-0.0006
Si	6.949	1.3899	21.0734	-0.002	-0.0007	-0.0012
Si	8.1536	8.2555	9.6799	0.0203	0.0011	0.0193
Si	10.8679	5.279	15.5845	-0.0029	-0.0185	-0.0004
Si	7.444	9.4967	16.2707	-0.0023	0.0028	-0.0002
Si	9.9103	2.1349	20.249	-0.002	0	-0.0009
B	3.0316	9.1271	10.2942	-0.0107	0.0044	-0.0006
Si	6.6452	3.4247	17.4022	-0.002	-0.0018	0.0003
Si	1.1372	0.2587	19.8061	-0.002	0.0015	-0.0005
Si	3.1798	2.8259	12.2679	-0.0098	-0.0094	-0.0059
Si	7.1878	5.4439	19.6862	-0.0025	0.0006	0.001
Si	5.5506	8.5971	11.4697	-0.01	0.0023	0.0013
Si	5.6737	6.0322	13.205	-0.0006	0.0047	0.0001
Si	4.5449	9.7409	17.6562	-0.0022	0.0024	0.0008
Si	1.0103	3.6307	22.1725	-0.0017	0.0007	-0.0033
Si	4.8884	1.5327	18.7954	-0.0011	0	-0.0009
Si	3.2201	3.0563	9.4944	0.0059	-0.0073	0.0131
Si	6.2869	10.7824	13.7236	-0.0035	-0.001	-0.0017
Si	10.2057	0.1383	15.9648	-0.0019	-0.0006	0.0004
Si	5.642	3.6167	11.166	-0.0101	0.0092	-0.0004
Si	9.7627	3.9263	11.9243	0.0011	0.0033	0.0117
Si	2.2141	9.9765	15.6322	-0.0032	0.0009	-0.0017
Si	6.0373	8.1712	19.8068	-0.0021	0.0011	-0.0009
Si	6.9322	4.0065	22.371	0	0.0014	-0.0044
Si	9.7204	2.8393	17.3113	-0.0005	0.008	-0.0107
O	7.0584	6.3209	14.0321	-0.0013	-0.0011	-0.0019
O	1.8292	7.108	18.7091	-0.002	-0.0006	-0.002
O	10.3804	3.9588	16.3609	0.0021	0.0108	-0.0076
O	6.052	9.9501	17.0188	-0.0026	-0.0006	-0.0015
O	9.9927	0.7189	14.4586	-0.003	0.0021	0.0027
O	8.4079	6.1667	18.8455	-0.0014	0.002	-0.001
O	5.0186	0.6552	14.3931	-0.0023	0.0006	0.0003
O	5.7424	2.0778	17.5241	0	0.0032	-0.0003
O	8.3246	2.0046	20.5005	-0.0008	0.0023	0.0001
O	1.9338	4.3473	18.4385	-0.0015	0.0025	0.0004
O	6.9512	2.7634	10.6626	0.0114	-0.0054	-0.0097
O	4.8165	2.677	12.2164	0.0001	0.004	-0.0014
O	5.9098	4.4512	16.3702	-0.0014	0.0013	0.0006
O	4.5799	3.9021	9.923	0.0006	-0.0023	-0.0001
O	10.6703	2.8532	21.5057	-0.0005	0.0014	0.0014
O	9.6316	6.1727	14.9843	0.0031	-0.0069	-0.0005
O	5.9783	6.5355	19.8486	-0.0016	0.0008	-0.0001
O	4.0455	0.2337	18.2878	-0.002	0.0006	-0.0003
O	9.1235	10.5653	12.2468	-0.0023	-0.0023	0.0045
O	2.8192	4.3945	12.5783	-0.0024	0.0051	-0.0014
O	1.8745	10.7408	21.2131	-0.0013	0.0007	0.0025
O	3.9852	2.7863	19.3466	-0.0026	0.0027	0.0003
O	0.5933	10.0817	16.0031	-0.0013	0.0023	-0.0002
O	1.2367	9.8511	18.8408	-0.0028	0.0007	0.0019
O	1.7027	1.709	19.2819	-0.002	0.0017	0.0003
O	8.7877	10.4177	16.463	-0.0032	-0.0006	-0.0014
O	4.8052	8.6351	18.8349	-0.0025	0.001	0.0008
O	9.4622	8.6705	10.5705	-0.0204	-0.0083	-0.0025
O	6.6992	4.1422	18.8594	-0.0036	0.001	0.0001
O	2.7292	1.7895	13.4149	0.0003	0.003	0.0028
O	5.8273	8.8136	21.2772	-0.0022	0.0011	0.0018
O	2.5376	2.407	10.8353	0.0026	0.0065	0.0005
O	7.6044	4.8926	21.1666	-0.0027	0.0006	0.0014
O	5.0815	7.4111	12.5175	0.0001	-0.005	0.0054
O	0.1953	9.0257	12.7412	0.0257	-0.0125	0.0063
O	7.4175	1.0294	13.5078	-0.0004	0.0018	-0.0003
O	6.9664	9.6186	14.6966	-0.0021	0	0.003
O	8.8908	5.0462	12.7234	-0.0022	-0.0043	-0.0032
O	8.0116	8.0519	16.8794	-0.0027	0.001	-0.0005
O	6.2146	2.6069	21.8955	-0.0021	0.0009	0.002
O	2.3363	9.0979	14.23	-0.006	0.0012	0.0012
O	0.3443	4.5255	11.8922	0	0.0022	0.004
O	0.7499	8.3659	20.9361	-0.0018	0.0008	0.0018
O	9.3289	3.8738	10.36	-0.0196	-0.0058	-0.0239
O	9.5382	2.4054	12.5369	-0.0042	0.0048	-0.0057
O	7.5673	8.6187	19.3567	-0.0028	0.0016	-0.0007
O	2.4329	9.0072	11.5202	-0.0087	-0.0127	0.0146
O	3.897	3.0595	15.4062	-0.0016	0.0022	0.0007
O	0.9464	4.8045	14.4075	-0.012	0.015	0.0099
O	10.0244	3.0774	18.9025	-0.002	0.0016	-0.0011
O	8.8938	7.8188	12.9988	-0.005	-0.0018	0.0037
O	10.4867	0.6089	20.0535	-0.0016	0.0024	0.0011
O	5.9925	4.9981	11.9597	-0.0019	0.0017	0.0036
O	8.1253	2.9274	16.9518	0.006	0.0032	0.0004
O	3.4131	5.517	16.7163	-0.003	0.0009	0.0011
O	4.4149	8.9266	10.2836	-0.0024	-0.0012	0.009
O	1.6755	6.8073	12.8064	-0.0055	-0.0019	0.0002
O	4.6207	5.4693	14.3311	-0.0012	-0.0002	-0.0006
O	2.0728	3.8787	20.9483	-0.0012	0.0013	0.0006
O	10.4159	1.407	16.9614	-0.0083	0.0055	0
O	0.8067	6.1348	16.6495	-0.0052	-0.0079	-0.0032
O	7.3565	10.9896	21.9067	-0.0016	0.0009	0.0015
O	5.9032	0.9484	19.9217	-0.0013	0.0016	0.0015
O	5.8585	9.9723	12.3427	0.0015	0.0012	0.0025
O	2.7189	0.598	15.6313	-0.0024	-0.0029	-0.0012
O	6.8766	7.9935	10.6885	0.0116	0.0019	-0.0192
O	10.1867	8.0852	18.6676	-0.0019	0.001	-0.0001
O	3.3129	9.2508	16.6602	-0.0042	0.0004	-0.0004

Results
free energy: -135978.519 eV
free energy less fixed offsets of B -154.04, O -568.88, Si -635.61 eV per atom: -1.839 eV

The program warned: the cutoff lies below the one the program advises for these potential files; the exchange-correlation potential is rough where the density is thin.
